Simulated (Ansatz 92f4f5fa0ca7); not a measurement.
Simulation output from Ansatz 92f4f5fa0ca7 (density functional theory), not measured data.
Periodic cell of 234 atoms, Si134O100, from a study of silicon, its oxide and their interface. The atomic structure is a simulated model.

Settings
functional: PBE
potential files: Ansatz PAW
basis: plane waves
wave-function cutoff: 700 eV
density cutoff ratio: 5
exchange-correlation grid ratio: 2
k mesh: 2 x 2 x 1, shifted by 0.5 0.5 0.5 of a step
self-consistency stop: 5e-08 eV per atom in the density residual
occupations: Fermi-Dirac, 0.05 eV
spin: none
net charge: 0

Cell vectors (angstrom)
a, 11.5983, 0, 0
b, 0, 15.4644, 0
c, 1.2224, 5.3151, 22.9364

Atoms and the computed forces on them: element, x, y, z (angstrom), force x, y, z (eV/angstrom)
Si, 0.9194, 2.7867, 0.5596, -0.3677, -0.1866, -0.0336
Si, 0.8817, 6.9042, 0.4782, 0.1845, -0.2915, -0.1649
Si, 1.0911, 10.8696, 0.1405, 0.2381, 0.059, 0.0112
Si, 1.0937, 14.0866, 0.4246, 0.1442, 0.2398, 0.4946
Si, 4.3436, 2.8018, 0.3911, -0.0054, -0.1734, -0.0143
Si, 4.449, 5.9417, 0.1037, -0.2754, 0.053, -0.1394
Si, 4.9202, 10.8525, 0.5306, -0.1352, 0.2458, 0.1564
Si, 4.7618, 13.9828, 0.6979, 0.0892, -0.0048, 0.1977
Si, 8.5072, 3.2271, 0.4668, 0.3294, -0.0672, 0.1934
Si, 8.6746, 6.3542, 0.5795, -0.4755, -0.1539, -0.0484
Si, 8.552, 10.6158, -0.1195, -0.1806, -0.3187, 0.1428
Si, 8.4604, 13.8769, -0.1132, -0.2023, 0.2488, 0.2954
Si, 2.7254, 2.983, 2.0064, -0.1557, -0.1172, 0.0972
Si, 2.8088, 6.5306, 1.7749, 0.0171, -0.007, -0.1858
Si, 2.8436, 10.3565, 1.6498, 0.1169, 0.0991, -0.2347
Si, 2.8074, 14.3999, 1.9815, 0.0324, -0.1155, -0.096
Si, 6.4634, 2.6504, 1.5585, -0.0924, 0.1215, -0.3299
Si, 6.4517, 6.6355, 1.4653, 0.0862, -0.0906, -0.2825
Si, 6.8859, 10.3161, 1.6239, 0.1056, 0.1029, -0.2435
Si, 6.8594, 14.331, 1.6757, -0.0734, -0.0248, -0.2667
Si, 10.4997, 2.8191, 1.7322, 0.0075, 0.2133, -0.3447
Si, 10.5551, 6.929, 1.8405, 0.1736, 0.092, 0.0619
Si, 10.5759, 10.424, 1.3011, -0.0228, 0.1642, -0.2709
Si, 10.4885, 14.4043, 1.3518, 0.1449, -0.2397, -0.3223
Si, 2.7539, 4.8365, 3.3439, -0.1019, -0.1208, 0.1329
Si, 2.8515, 8.4942, 3.0861, -0.026, 0.2102, -0.0273
Si, 2.8417, 12.2856, 3.1011, 0.0757, 0.0963, 0.4188
Si, 2.8106, 16.4082, 3.1648, -0.1388, -0.1304, 0.0731
Si, 6.5525, 4.71, 2.9266, 0.0032, -0.1162, 0.1541
Si, 6.6456, 8.4656, 3.0332, -0.0384, 0.0206, -0.1508
Si, 6.8041, 12.3063, 2.9816, -0.0092, -0.032, 0.427
Si, 6.7065, 16.2879, 2.9997, 0.0479, -0.1143, -0.0864
Si, 10.5479, 4.8231, 3.0542, 0.187, -0.1015, 0.14
Si, 10.5313, 8.8138, 3.1127, -0.0129, 0.0032, -0.1773
Si, 10.5482, 12.3719, 2.7949, 0.0591, 0.0693, -0.1459
Si, 10.5243, 16.2748, 2.9166, 0.1439, -0.0712, -0.1454
Si, 0.7782, 4.7807, 4.5896, -0.1416, 0.0131, -0.1558
Si, 0.882, 8.63, 4.46, 0.0578, -0.1928, 0.1057
Si, 0.8246, 12.3345, 4.3954, 0.1027, -0.048, -0.3095
Si, 0.8223, 16.2949, 4.3935, 0.0702, 0.082, 0.0589
Si, 4.7638, 4.7287, 4.512, 0.2116, 0.1282, -0.1942
Si, 4.7665, 8.5692, 4.4809, -0.055, -0.0201, 0.0105
Si, 4.8264, 12.3093, 4.434, 0.0112, -0.0641, -0.3817
Si, 4.785, 16.3016, 4.4179, -0.1855, 0.0731, -0.0293
Si, 8.5634, 4.7628, 4.3557, -0.1005, 0.0747, -0.1196
Si, 8.6019, 8.5691, 4.4299, -0.0678, -0.1045, 0.15
Si, 8.7336, 12.3177, 4.3564, -0.1498, -0.0592, -0.4095
Si, 8.6459, 16.3705, 4.3091, 0.056, 0.1587, 0.084
Si, 0.8655, 2.7689, 5.8038, -0.0607, -0.1076, -0.0826
Si, 0.8315, 6.7299, 5.9195, 0.0302, -0.0102, 0.147
Si, 0.8654, 10.471, 5.9337, 0.0435, 0.1603, -0.0821
Si, 0.8483, 14.3228, 5.682, 0.1202, -0.0403, 0.103
Si, 4.7964, 2.7743, 5.8038, 0.0543, 0.0144, -0.0109
Si, 4.777, 6.6474, 5.8683, -0.022, -0.067, 0.1949
Si, 4.7753, 10.4502, 5.9191, -0.0136, 0.1297, -0.0362
Si, 4.7346, 14.3141, 5.6681, -0.0736, -0.0231, -0.0274
Si, 8.6363, 2.8348, 5.7357, 0.0748, -0.0816, -0.0795
Si, 8.6664, 6.6441, 5.8244, 0.0588, -0.0292, 0.1287
Si, 8.66, 10.4456, 5.8635, -0.1744, 0.1498, -0.1001
Si, 8.6828, 14.3607, 5.497, -0.0108, -0.1413, 0.0529
Si, 2.8396, 2.8049, 7.1252, 0.0135, 0.0529, 0.0324
Si, 2.8186, 6.6745, 7.261, 0.0756, -0.0289, -0.1104
Si, 2.8164, 10.4676, 7.3192, 0.0172, -0.0499, 0.0596
Si, 2.7993, 14.2625, 7.0631, -0.1424, 0.04, 0.0126
Si, 6.7362, 2.7556, 7.1439, -0.0644, 0.1972, -0.0926
Si, 6.7392, 6.6006, 7.2013, 0.0381, 0.0387, -0.1526
Si, 6.7403, 10.4675, 7.241, -0.0141, -0.2171, 0.128
Si, 6.7673, 14.3846, 6.803, 0.0724, -0.0165, -0.3148
Si, 10.5511, 2.7999, 7.1493, 0.0622, 0.2204, 0.0221
Si, 10.5444, 6.6975, 7.3732, -0.2, -0.0784, 0.1014
Si, 10.5246, 10.4394, 7.3443, 0.1025, -0.2484, 0.1574
Si, 10.4816, 14.3705, 6.9814, -0.0595, 0.0434, -0.1977
Si, 2.8303, 4.7013, 8.6067, -0.1143, -0.0998, 0.1991
Si, 2.8204, 8.5408, 8.7519, 0.0765, -0.1171, 0.1264
Si, 2.7299, 12.4125, 8.6597, 0.0089, 0.1062, 0.0892
Si, 2.8628, 16.2728, 8.3231, 0.0556, 0.0371, 0.1276
Si, 6.7774, 4.6408, 8.5741, 0.003, -0.0418, 0.2142
Si, 6.7177, 8.4729, 8.6237, -0.0181, -0.016, 0.2045
Si, 6.6728, 12.6015, 8.2254, 0.1227, -0.0021, 0.0987
Si, 6.8105, 16.1797, 8.2672, 0.0733, 0.0619, 0.1596
Si, 10.6317, 4.6371, 8.6603, 0.0594, -0.052, 0.1354
Si, 10.4909, 8.5934, 8.9501, -0.0608, -0.1066, 0.1565
Si, 10.4558, 12.5362, 8.4327, -0.1859, 0.0903, 0.1618
Si, 10.4525, 16.2746, 8.3481, -0.164, -0.0148, 0.1646
Si, 0.9421, 5.0079, 10.1102, 0.0112, 0.118, -0.023
Si, 0.9429, 8.1989, 10.1908, 0.1022, 0.0219, 0.0712
Si, 0.6696, 13.0376, 9.8368, 0.0119, 0.0566, 0.3447
Si, 0.8474, 16.0915, 9.4888, 0.1819, 0.0975, 0.3774
Si, 4.8267, 4.9186, 9.8769, 0.0934, 0.1422, 0.2127
Si, 4.8198, 8.0674, 10.0036, 0.168, 0.1053, 0.24
Si, 4.8392, 12.8398, 9.6409, 0.0604, 0.0211, 0.5586
Si, 4.8838, 15.848, 9.4966, -0.0824, -0.0968, 0.5491
Si, 8.7027, 4.7619, 10.0197, 0.0384, 0.1804, -0.0096
Si, 8.4397, 7.9309, 10.2098, -0.1218, -0.0179, -0.0601
Si, 8.4882, 13.0265, 9.6593, -0.0966, -0.2261, 0.5337
Si, 8.5983, 16.094, 9.8391, 0.0481, -0.1184, 0.4789
Si, 1.798, 10.0601, 21.3597, 0.0828, -0.2257, -0.1131
Si, 2.2276, 7.241, 15.1807, 0.0387, -0.1693, 0.2099
Si, 6.778, 15.4837, 18.0252, -0.0963, -0.1066, -0.4611
Si, 1.476, 18.0014, 11.6966, 0.024, -0.0868, 0.2292
Si, 3.3795, 16.7897, 20.1938, -0.1608, -0.0845, -0.4011
Si, 2.4951, 12.0851, 14.0763, -0.0042, 0.1681, 0.2612
Si, 4.765, 7.3962, 16.8637, -0.0976, 0.0677, -0.0188
Si, 9.6917, 13.0796, 14.9168, -0.1747, 0.0274, 0.197
Si, 7.2082, 14.7313, 15.1598, -0.1283, -0.0726, 0.0752
Si, 8.4369, 2.6944, 12.3757, 0.0264, -0.1056, 0.2486
Si, 6.713, 11.8101, 11.7783, -0.0137, 0.2467, 0.2452
Si, 6.2931, 5.2487, 18.3124, -0.1924, 0.0462, -0.23
Si, 5.1816, 2.6008, 17.0512, -0.1547, 0.0178, -0.1529
Si, 0.2953, 13.5042, 12.7323, 0.1798, 0.0643, 0.4726
Si, 6.4784, 8.8472, 12.4055, -0.0005, 0.0117, 0.1911
Si, 9.0218, 10.4099, 16.2026, 0.0135, 0.0433, -0.0258
Si, 13.6459, 14.0792, 16.2247, -0.0125, 0.0033, -0.0347
Si, 0.9374, 16.1572, 14.0628, -0.0458, -0.3047, 0.4073
Si, -1.128, 2.7962, 14.8624, 0.1642, 0.0354, 0.2905
Si, 5.6403, 12.4051, 14.4123, -0.0628, 0.0551, 0.3299
Si, 9.4237, 11.7648, 18.8741, 0.1047, 0.007, -0.3991
Si, 4.482, 17.9734, 11.5718, 0.0504, -0.0986, 0.338
Si, 3.5739, 6.0245, 19.1187, 0.0115, -0.0652, -0.404
Si, 3.4809, 6.0968, 22.0036, -0.0163, 0.1676, -0.1638
Si, -0.5699, 13.7997, 17.7422, 0.1987, -0.0595, -0.3269
Si, 4.1194, 14.2591, 18.4847, 0.115, 0.075, -0.4851
Si, 2.2952, 3.2951, 18.2757, -0.0061, 0.0735, -0.3654
Si, 3.6822, 12.2598, 20.9231, -0.1215, 0.066, -0.2352
Si, 8.5794, 19.4721, 19.8858, 0.0807, 0.0442, -0.5065
Si, 13.0101, 9.2033, 13.1628, 0.0075, -0.0634, 0.6351
Si, -0.1633, 5.5907, 15.5299, 0.097, 0.0123, -0.0289
Si, 5.927, 1.9154, 14.0238, 0.0548, -0.3227, 0.4534
Si, 11.3371, 8.536, 15.4011, -0.0343, -0.0603, 0.1932
Si, 9.1037, 14.6402, 19.8235, 0.0494, -0.0562, -0.4286
Si, 6.2142, 17.8819, 21.0393, -0.1831, 0.0742, -0.3081
Si, 6.3305, 9.407, 15.3152, 0.0215, 0.1926, 0.2188
Si, 10.4392, 10.1181, 21.0332, -0.0848, 0.0099, -0.5973
Si, 10.7915, 19.1335, 17.5965, 0.1519, -0.0302, -0.2752
O, 3.1983, 4.4738, 22.0258, -0.0039, 0.0317, -0.0267
O, 2.946, 10.8386, 20.5154, 0.0767, 0.0748, 0.1845
O, 9.5251, 10.387, 19.7209, 0.1302, -0.0866, 0.3518
O, 0.2885, 5.4877, -0.1511, -0.1232, 0.1037, -0.0471
O, 1.6264, 10.6599, -1.4275, -0.1255, -0.0976, 0.3382
O, 1.8981, 15.298, 15.1105, -0.0738, 0.0832, -0.1737
O, 0.9082, 12.4955, 0.1291, -0.0413, -0.0834, -0.0315
O, 8.4701, 12.2414, -0.4443, 0.0754, 0.2005, -0.0945
O, 3.7211, 1.499, -0.5367, 0.2271, 0.263, -0.0162
O, 4.4643, 4.307, -0.3608, 0.1287, 0.3989, 0.2824
O, 5.9528, 10.9623, 15.0741, 0.005, -0.0852, -0.0764
O, 5.2336, 11.151, -1.0868, 0.0237, -0.1475, 0.2977
O, 6.0866, 13.5752, 15.4483, 0.0273, -0.0836, -0.1493
O, 9.4989, 15.0865, 21.3669, 0.1238, 0.2175, 0.4272
O, 4.8282, 13.9065, -0.9609, 0.0138, 0.0319, 0.2487
O, 7.7395, 5.2108, 19.0891, 0.1351, -0.0977, 0.2173
O, 2.3423, 8.6401, 21.9256, -0.0556, -0.0119, 0.2192
O, 8.5449, 4.7727, 1.058, 0.0576, 0.0007, -0.1124
O, 8.6745, 3.4276, -1.186, -0.0259, 0.0137, 0.4274
O, 8.7049, 13.0286, 19.6563, -0.0021, 0.1, 0.2139
O, 7.4919, 18.2406, 20.0626, -0.0407, -0.0413, 0.1919
O, 7.9809, 14.5814, -1.5768, 0.2063, -0.1105, 0.4375
O, 4.7843, 17.6217, 20.2962, 0.2015, 0.0305, 0.1726
O, 0.9135, 6.5897, 10.6568, 0.0115, 0.0378, -0.2672
O, 10.6905, 7.0229, 15.2026, 0.0335, 0.074, -0.0049
O, 0.4963, 17.1039, 10.7602, 0.0807, -0.0013, -0.1255
O, 0.2634, 15.1268, 12.9775, -0.0069, 0.0082, -0.1322
O, 12.7957, 9.1498, 11.5522, -0.1097, -0.2131, -0.484
O, -0.1432, 1.494, 14.9763, -0.0033, 0.0122, -0.1443
O, 9.8845, 19.0679, 18.9508, -0.1918, 0.0119, 0.3037
O, 4.9694, 4.0415, 11.2931, -0.0678, -0.0446, -0.268
O, 4.7682, 6.4699, 10.446, 0.0305, 0.003, -0.3992
O, 1.843, 13.033, 12.9385, -0.0796, 0.0162, -0.1246
O, 13.837, 7.863, 13.6603, 0.0125, 0.1082, -0.2227
O, 11.9929, 9.9206, 20.5464, 0.068, 0.0348, 0.2316
O, 5.3587, 11.8156, 10.8527, -0.1749, 0.1144, -0.2069
O, 5.3276, 16.932, 10.6663, -0.0418, 0.0633, -0.1054
O, -1.672, 2.8761, 16.423, 0.06, 0.0455, 0.0247
O, -0.5297, 4.3065, 14.5722, -0.021, -0.0252, -0.0355
O, 8.6543, 4.0759, 11.5345, 0.0325, 0.0478, -0.3778
O, 5.4613, 2.489, 15.4608, 0.0342, -0.018, -0.1858
O, 8.9138, 6.3629, 10.3226, -0.178, 0.2335, -0.0259
O, 8.0968, 12.0958, 10.9764, 0.1295, 0.115, -0.1479
O, 6.9513, 10.3809, 12.451, -0.0075, -0.0984, 0.0264
O, 8.5276, 16.9563, 11.2651, -0.0009, -0.1109, -0.3482
O, 4.7924, 14.3791, 10.3079, 0.0096, 0.0169, -0.7135
O, 6.5502, 15.8834, 14.2216, -0.0739, 0.176, -0.1202
O, 6.4501, 12.7936, 13.052, 0.0886, -0.1119, -0.3966
O, 11.5449, 9.2068, 13.9169, 0.0247, 0.009, -0.1708
O, 7.8665, 9.332, 15.8489, -0.0431, -0.0537, -0.0928
O, 3.938, 6.7077, -1.3075, 0.0964, -0.0646, 0.2323
O, 3.5524, 2.7544, 17.3159, -0.0278, 0.0385, 0.172
O, -0.0891, 12.7882, 11.3166, 0.0557, -0.0842, -0.5373
O, 1.1652, 14.5956, 10.1213, -0.3372, -0.1135, -0.2896
O, 10.4128, 9.5315, 16.3078, 0.0324, -0.0083, -0.0504
O, 2.9533, 17.8785, 11.0431, 0.0419, 0.046, -0.0684
O, 2.2211, 10.5253, 13.7094, -0.0269, -0.1164, -0.193
O, 3.7632, 7.3427, 18.1612, 0.0431, -0.1075, 0.0982
O, 8.5411, 14.1335, 14.4341, 0.0959, -0.0158, -0.0505
O, 11.002, 20.6774, 17.0683, -0.049, -0.0064, 0.049
O, 12.5499, 14.247, 17.4221, -0.0807, -0.0119, 0.0682
O, 12.3485, 18.5575, 17.7155, -0.015, 0.0168, 0.1001
O, 3.7715, 6.9658, 15.6292, -0.0574, 0.0448, -0.0374
O, 1.1703, 1.1695, 0.2372, -0.1189, 0.0322, -0.1266
O, 7.8477, 15.5284, 19.2542, 0.1686, -0.0328, 0.3054
O, 7.752, 8.0673, 11.7366, 0.2323, 0.0471, -0.3553
O, -0.6738, 12.3111, 18.436, -0.1828, -0.0259, 0.1535
O, 3.5288, 15.6498, 19.0486, -0.0473, 0.1115, 0.2222
O, -1.3485, 13.6953, 16.3165, -0.0025, 0.016, 0.0489
O, 6.0642, 3.8742, 17.5017, 0.0623, 0.0997, 0.1451
O, 4.0637, 12.428, 14.0957, -0.0223, -0.0522, -0.1076
O, 7.0255, 2.7854, 13.1955, 0.0918, 0.1347, -0.2779
O, 6.1877, 8.4633, 13.9782, 0.0201, -0.05, -0.3333
O, 1.452, 5.7995, 15.3026, 0.0054, 0.0749, -0.0472
O, 5.7426, 14.2603, 18.3318, -0.028, 0.0736, 0.1422
O, 8.637, 14.5242, 10.3738, -0.0157, -0.1352, -0.4977
O, 2.5644, 4.9047, 18.475, 0.0743, 0.0277, 0.1583
O, 1.6224, 17.3703, 13.2026, -0.0349, 0.3359, -0.3919
O, 6.0783, 6.4535, 17.1989, -0.0036, -0.0641, 0.0593
O, 0.9878, 19.5641, 11.5265, 0.0317, -0.0323, -0.1953
O, 2.2985, 17.8977, 19.6619, 0.0614, -0.0931, 0.1978
O, 9.51, 2.4847, 13.5956, -0.1568, -0.0064, -0.3316
O, 4.5767, 2.0013, 13.1187, -0.0871, 0.1397, -0.3937
O, 5.0682, 5.397, 19.3893, 0.0393, -0.0415, 0.1435
O, 9.0945, 11.5671, 15.0562, 0.0708, -0.0009, -0.0006
O, 1.4782, 7.7008, -0.8953, -0.1575, -0.0586, 0.3522
O, 1.8678, 12.6027, 15.5148, 0.0284, -0.0538, -0.1195
O, 5.1183, 8.7451, 11.5035, -0.1969, -0.0832, -0.3018
O, 1.2608, 8.302, 16.048, -0.0183, -0.0187, -0.1088
O, 5.338, 8.8689, 16.4978, 0.0221, -0.0321, -0.0768
O, 10.8726, 12.9052, 13.8362, 0.1042, -0.0191, -0.2254
O, 9.0323, 6.1926, -1.0328, 0.0699, 0.0248, 0.2263
O, 3.4888, 14.0855, 16.9801, 0.0868, -0.0069, 0.1878
O, 5.8412, 1.3338, 17.8232, 0.0773, -0.036, 0.1192
O, 4.753, 12.3875, 1.1325, -0.1711, -0.2889, -0.1553
O, 3.0025, 6.5527, 20.5212, 0.0735, 0.042, 0.2509
O, 3.7734, 13.0609, 19.5222, -0.0343, -0.1968, 0.4155
O, -1.2187, 14.8754, 18.7931, -0.1706, 0.0471, 0.2741
O, 8.6225, 11.2438, 17.5517, 0.0692, 0.0726, 0.1552
O, 7.621, 15.285, 16.6381, -0.0308, 0.0393, 0.132

Results
free energy: -142065.884 eV
free energy less fixed offsets of O -569.03, Si -635.61 eV per atom: 8.856 eV
pressure: -0.11 GPa
stress xx, yy, zz, yz, xz, xy (GPa, positive in tension): 0.03, -0.57, 0.87, -0.04, 0.27, 0.07

The program warned: the cutoff lies below the one the program advises for these potential files.
